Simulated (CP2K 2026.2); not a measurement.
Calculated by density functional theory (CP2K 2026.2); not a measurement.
Periodic cell of 504 atoms, Si360O144, from a study of silicon, its oxide and their interface. The atomic structure is a simulated model.
Doubt: the forces sum to 2.38 eV/angstrom along one axis rather than to zero, so they err by at least 0.0047 eV/angstrom per atom on average; the grid cutoff is modest.

Settings: functional PBE; method Gaussian and plane waves; basis set DZVP-MOLOPT-SR-GTH; pseudopotentials GTH-PBE; grid cutoff 300 Ry, relative cutoff 40 Ry; k points Gamma only; occupations fixed; spin none; net charge 0.

Cell vectors (angstrom)
a 16.32 0 0
b 0 16.32 0
c -4.6134 2.6446 33.9019

Atoms and the computed forces on them: element, x, y, z (angstrom), force x, y, z (eV/angstrom)
Si 1.824 -1.47 0.01 -0.368 0.088 0.704
Si 3.957 1.578 0.261 0.051 -0.046 0.703
Si 1.656 3.668 0.09 -0.08 0.192 0.762
Si 4.258 6.543 0.086 -0.044 0.198 0.714
Si 1.04 -6.511 0.048 0.147 -0.061 0.749
Si 3.893 -3.847 0.146 0.084 -0.262 0.758
Si 7.313 -1.981 0.282 -0.134 0.02 0.785
Si 9.541 0.764 -0.043 -0.05 0.382 0.645
Si 6.514 4.366 -0.069 0.194 -0.136 0.754
Si 9.29 7.187 -0.225 0.24 -0.268 0.715
Si 7.052 9.386 0.066 -0.237 0.053 0.766
Si -6.795 -4.094 0.536 0.029 -0.032 0.533
Si -4.322 -1.16 0.069 0.115 -0.12 0.734
Si -1.534 1.597 -0.047 0.15 -0.261 0.724
Si -3.886 3.717 0.008 -0.156 0.164 0.731
Si -1.396 6.983 0.051 -0.15 -0.077 0.678
Si -4.612 -6.214 0.038 0.185 -0.18 0.853
Si -1.192 -4.292 -0.084 -0.084 0.291 0.751
Si 2.815 -0.007 1.527 0.005 -0.017 -0.051
Si 5.509 2.814 1.428 0.022 0.037 -0.064
Si 2.693 5.378 1.359 0.006 0.007 -0.016
Si 5.44 8.177 1.308 0.011 -0.017 -0.049
Si 2.659 -5.417 1.36 -0.016 0.02 -0.056
Si 5.508 -2.835 1.482 -0.042 0.023 -0.04
Si 8.209 -0.223 1.57 -0.02 0.011 -0.058
Si -5.577 2.561 1.169 -0.009 -0.034 -0.054
Si 8.195 5.508 1.124 -0.001 0.03 -0.074
Si -5.496 8.259 1.244 0.003 0.008 -0.068
Si 8.122 10.774 1.629 -0.013 -0.023 -0.045
Si -5.365 -2.637 1.592 -0.001 0.024 -0.035
Si -2.725 0.035 1.287 -0.01 -0.002 -0.072
Si 0.025 2.633 1.391 -0.015 -0.002 -0.04
Si -2.729 5.413 1.231 -0.017 0.014 -0.027
Si -0.103 8.308 1.451 0.003 -0.014 -0.028
Si -2.795 -5.335 1.312 0.032 -0.024 -0.047
Si 0.028 -2.634 1.139 0.036 -0.025 -0.071
Si 1.344 1.298 2.8 0.016 0.011 0.026
Si 4.078 4.099 2.792 0.01 0.01 0.029
Si 1.314 6.817 2.653 0.017 0.002 0.027
Si 4.049 9.512 2.676 0.007 0.008 -0.008
Si 1.315 -3.993 2.665 -0.007 0.022 0.037
Si 4.203 -1.373 2.81 -0.001 0.001 0.033
Si 6.836 1.334 2.709 -0.017 -0.01 0.022
Si 9.498 4.07 2.521 0.006 0.013 -0.011
Si 6.842 6.802 2.643 -0.004 -0.002 0.015
Si 9.551 9.433 2.846 0.002 -0.011 0.038
Si 6.755 12.145 2.911 0.015 -0.004 0.029
Si -6.736 -1.39 2.992 0.007 -0.026 0.041
Si -4.142 1.351 2.658 -0.012 -0.006 0.025
Si -1.351 4.093 2.661 -0.013 0 -0.001
Si -4.098 6.829 2.564 0.01 0.003 0.003
Si -1.48 -6.693 2.759 -0.021 0.004 0.04
Si -3.998 -4.03 2.829 -0.001 0.002 0.035
Si -1.341 -1.351 2.607 -0.003 -0.024 -0.015
Si -0.037 -0.048 4.09 0.009 -0.007 0.015
Si 2.711 2.709 4.109 0.018 -0.006 -0.009
Si -0.012 5.451 4.04 -0.002 -0.006 0.012
Si 2.7 8.145 4.033 -0.02 -0.004 0.009
Si -0.035 -5.358 4.062 0.003 0.019 -0.021
Si 2.727 -2.718 4.078 -0.001 -0.019 -0.033
Si 5.494 0.028 4.143 0.01 -0.004 0.013
Si 8.195 2.744 4.011 0.005 0.001 -0.017
Si 5.47 5.478 4.071 0.001 0 -0.015
Si 8.151 8.09 4.128 -0.027 -0.003 -0.003
Si 5.362 10.799 4.166 -0.012 -0.013 0.012
Si 8.155 -2.784 4.211 0.007 0.024 -0.012
Si -5.377 0.046 4.189 0.029 -0.01 -0.003
Si -2.75 2.729 4.001 -0.003 0.008 -0.022
Si -5.456 5.432 3.931 -0.002 0.018 -0.013
Si -2.777 8.155 4.04 -0.006 -0.002 0
Si -5.402 -5.446 4.118 -0.01 -0.019 -0.02
Si -2.634 -2.665 4.11 0.006 0.034 0.014
Si 1.355 -1.366 16.354 -0.018 -0.001 -0.001
Si 4.106 1.362 16.303 0.004 -0.008 0.002
Si 1.369 4.101 16.262 -0.006 -0.005 -0.017
Si 4.079 6.801 16.206 -0.005 0.013 -0.025
Si 1.307 -6.819 16.298 0.022 -0.026 -0.003
Si 4.077 -4.077 16.304 0.006 -0.004 0
Si 6.811 -1.354 16.271 0.004 0.01 -0.005
Si -6.799 1.381 16.312 -0.016 0.015 -0.006
Si 6.814 4.073 16.309 -0.011 0.009 0
Si -6.792 6.81 16.348 0.005 0.004 -0.001
Si 6.808 9.533 16.311 0.007 0.008 0.001
Si -6.762 -4.082 16.32 0.004 0.018 -0.002
Si -4.086 -1.388 16.362 -0.023 0.013 -0.001
Si -1.382 1.327 16.293 -0.009 -0.002 -0.01
Si -4.104 4.071 16.33 0.004 -0.011 -0.003
Si -1.353 6.827 16.344 0.011 0.006 -0.009
Si -4.054 9.533 16.372 0.011 -0.005 -0.001
Si -1.37 -4.086 16.393 0.008 -0.01 0.012
Si 2.776 -0.016 17.669 0 0.023 -0.002
Si 5.421 2.757 17.676 0.002 -0.009 0.028
Si 2.678 5.545 17.584 0 0.006 -0.018
Si 5.464 8.08 17.58 -0.023 0.009 -0.003
Si 2.698 -5.48 17.602 0.005 0.003 0.003
Si 5.456 -2.697 17.633 -0.004 0.014 0.007
Si 8.121 0.043 17.627 -0.004 -0.011 0.02
Si -5.444 2.704 17.723 -0.011 -0.006 0.002
Si 8.201 5.391 17.689 0.004 -0.002 0.004
Si -5.445 8.196 17.715 -0.007 -0.015 0.017
Si 8.172 10.914 17.663 -0.01 -0.013 -0.022
Si -5.431 -2.757 17.746 -0.01 -0.007 0.021
Si -2.723 -0.02 17.705 0.028 0 0.003
Si 0.029 2.688 17.563 0.025 0.023 -0.001
Si -2.742 5.456 17.646 -0.002 -0.005 0.006
Si -0.018 -8.134 17.759 -0.017 -0.004 0.003
Si -2.722 -5.439 17.8 -0.012 -0.002 0.017
Si 0.006 -2.727 17.751 0.01 0.02 0.034
Si 1.415 1.395 18.945 -0.007 0.004 -0.016
Si 4.028 4.231 18.909 0.029 -0.01 -0.038
Si 1.361 6.809 19.089 0.008 0.005 -0.01
Si 4.02 -6.948 18.863 -0.022 -0.036 -0.031
Si 1.445 -4.115 19.039 -0.009 -0.016 -0.026
Si 4.157 -1.357 19.054 0.004 0.007 -0.015
Si 6.78 1.383 19.04 0.006 -0.018 -0.016
Si -6.783 4.049 19.125 -0.012 0.005 -0.01
Si 6.828 6.763 18.988 -0.01 -0.012 -0.028
Si -6.816 9.589 19.065 0.02 0.019 -0.027
Si 6.791 -4.049 18.995 0.028 -0.017 -0.002
Si 9.452 -1.337 18.965 -0.013 0.008 -0.017
Si -4.098 1.315 19.078 0.001 -0.008 -0.002
Si -1.337 4.038 18.872 -0.017 0.001 -0.052
Si -4.092 6.803 19.047 0.028 -0.004 -0.01
Si -1.342 -6.779 19.194 0.008 -0.001 -0.002
Si -4.094 -4.106 19.209 -0.027 0.009 0
Si -1.385 -1.354 19.116 0.014 -0.003 -0.014
Si 0.155 -0.014 20.324 0.032 -0.027 0.004
Si 2.622 2.956 20.234 -0.044 -0.006 0.033
Si -0.067 5.382 20.293 -0.001 -0.001 0.052
Si 2.763 8.141 20.459 0.011 0.013 0.079
Si 0.124 -5.417 20.51 0.014 -0.005 0.06
Si 2.952 -2.864 20.379 0.026 -0.021 0.048
Si 5.368 0.108 20.461 -0.016 0.017 0.035
Si 8.161 2.665 20.467 0.016 0.006 0.044
Si 5.424 5.453 20.339 -0.004 -0.01 0.063
Si 8.192 8.122 20.33 0.001 -0.014 0.015
Si 5.453 -5.631 20.078 0.02 -0.021 0.001
Si 8.001 -2.548 20.368 -0.002 0.015 0.012
Si -5.492 -0.09 20.395 -0.016 -0.016 0.045
Si -2.616 2.687 20.276 0.012 -0.019 0.022
Si -5.389 5.412 20.466 -0.014 -0.008 0.048
Si -2.797 -8.147 20.482 -0.025 0.012 0.062
Si -5.61 -5.364 20.595 -0.004 0.037 0.027
Si -2.715 -2.726 20.581 0.001 0.006 0.03
Si 1.444 -1.576 21.552 0.068 0.195 -0.636
Si 4.155 1.847 21.513 0.044 -0.196 -0.678
Si 0.994 3.867 21.741 0.207 0.131 -0.669
Si 4.403 7.03 21.754 -0.252 -0.196 -0.73
Si 1.77 -6.521 21.82 -0.136 -0.099 -0.719
Si 4.18 -4.526 21.619 -0.043 0.192 -0.53
Si 6.9 -1.002 21.859 -0.222 -0.11 -0.721
Si -7.024 1.024 21.763 0.051 0.258 -0.747
Si 6.502 3.845 21.641 0.212 0.071 -0.765
Si -6.631 6.992 21.711 -0.092 -0.276 -0.692
Si 6.582 -7.055 21.537 0.231 0.083 -0.738
Si 9.423 -3.671 21.8 -0.033 -0.276 -0.605
Si -4.464 -1.653 21.835 0.21 0.009 -0.729
Si -1.06 1.513 21.587 -0.02 -0.085 -0.665
Si -3.687 4.246 21.633 -0.179 0.007 -0.705
Si -1.58 6.51 21.636 -0.024 0.208 -0.667
Si -4.474 -7.053 21.783 0.162 0.208 -0.784
Si -0.897 -3.722 21.78 -0.283 -0.254 -0.743
Si 5.288 -3.958 -4.608 -0.037 -0.028 0.001
Si -3.248 2.878 -7.161 0.122 0.039 -0.05
Si -1.096 -7.038 -4.247 0.09 0.002 -0.082
Si 5.227 -1.304 24.524 0.092 -0.091 -0.095
Si -3.364 6.542 25.841 0.003 0.007 -0.132
Si 0.188 -4.431 -5.305 -0.08 -0.092 0.067
Si 3.001 -7.855 -2.002 -0.047 0.058 0.147
Si 6.001 5.041 -5.419 -0.068 -0.046 -0.033
Si -6.332 7.023 -6.013 -0.112 0.006 0.069
Si -5.698 -4.896 -6.67 -0.011 0.031 -0.073
Si -0.49 1.447 -3.032 -0.058 -0.013 0.249
Si 6.828 -4.686 23.317 0.002 0.031 -0.213
Si -4.704 3.898 -2.975 0.085 -0.024 0.1
Si 7.252 -4.719 26.319 -0.083 0.051 -0.083
Si 2.568 -2.626 -4.779 0.033 0.064 -0.011
Si -4.125 3.578 26.153 -0.022 0.027 -0.081
Si 5.235 -5.596 -2.026 0.004 0.034 0.121
Si 5.079 7.541 -6.461 0.136 -0.016 0.067
Si 0.151 5.359 -1.888 -0.068 -0.032 0.061
Si -1.591 0.662 -5.633 0.017 0.033 -0.003
Si -7.868 5.043 23.663 0.007 0.088 -0.102
Si -2.926 -2.831 -2.279 0.015 -0.034 0.065
Si -6.882 -0.923 -4.43 -0.024 0.013 0.035
Si 5.193 -5.929 -6.97 -0.018 0.071 0.016
Si 7.581 -0.343 -2.135 0.104 0.146 0.143
Si -6.116 3.913 -6.673 -0.026 -0.038 -0.146
Si 1.13 1.684 25.751 0.009 0.073 -0.008
Si -6.952 2.223 -4.278 0.067 0.078 0.023
Si 4.951 0.941 -2.548 -0.078 -0.061 0.1
Si 2.072 7.53 -6.797 0.071 0.059 0.023
Si 2.932 -7.279 26.445 0.006 -0.025 -0.046
Si -1.707 4.157 -3.643 -0.164 -0.078 -0.006
Si -1.176 5.102 -6.559 -0.052 -0.054 -0.018
Si -0.277 6.495 26.211 0.021 -0.002 -0.097
Si 7.328 -2.423 -6.061 0.024 -0.069 -0.033
Si -4.698 -3.082 -4.513 -0.039 -0.014 0.044
Si -2.997 -7.282 24.337 0.011 -0.148 -0.076
Si -1.969 1.359 26.217 0.028 -0.031 -0.029
Si 2.858 0.263 23.66 0.069 0.007 -0.053
Si -0.162 -8.029 23.78 0.032 -0.062 -0.141
Si -1.541 -3.082 24.541 0.1 0.018 -0.028
Si 6.674 3.279 -2.998 0.013 -0.012 0.08
Si -1.615 -8.108 -7.13 0.069 -0.064 0.142
Si -3.853 -3.715 26.346 0.076 -0.045 0.093
Si 1.269 7.225 -3.989 -0.012 0.039 -0.01
Si 2.07 -0.213 -2.904 0.089 -0.044 0.225
Si 3.409 -2.449 26.265 -0.01 0.029 0.036
Si 3.756 6.695 24.81 -0.003 0.047 -0.14
Si -5.577 2.908 23.64 -0.004 -0.021 -0.038
Si -3.229 -7.804 -2.144 -0.032 -0.122 0.091
Si 1.475 4.593 24.779 -0.028 0.006 -0.206
Si -5.637 6.769 -3.126 -0.102 0.118 0.192
Si -2.027 -2.231 -5.054 -0.024 0.026 0.166
Si -2.479 -0.327 23.79 -0.019 -0.031 -0.143
Si 1.361 -1.37 5.448 0 -0.004 0.01
Si 4.081 1.362 5.466 -0.01 0.009 0.013
Si 1.343 4.094 5.425 0.003 0 -0.007
Si 4.08 6.819 5.421 0.011 0.003 0.003
Si 1.335 9.537 5.382 0.014 0.003 -0.011
Si 4.034 12.22 5.473 -0.003 0.019 0.007
Si 6.819 -1.355 5.505 -0.004 -0.003 0.007
Si 9.535 1.42 5.452 -0.003 0.001 0.006
Si 6.818 4.077 5.404 -0.012 -0.007 0.001
Si -6.787 6.728 5.419 0.012 -0.001 0.003
Si 6.784 9.465 5.473 0.011 0.001 0.008
Si 9.544 12.19 5.507 0.001 0.001 0.031
Si -4.018 -1.341 5.486 -0.012 -0.015 0.023
Si -1.395 1.364 5.398 -0.02 -0.015 -0.001
Si -4.095 4.104 5.359 0.003 0.008 0.006
Si -1.381 6.808 5.391 -0.009 0.002 0.011
Si -4.081 -6.825 5.465 0.015 0.012 0.002
Si -1.334 -4.041 5.489 0.01 -0.006 0.014
Si 2.713 -0.002 6.807 0.002 0.004 -0.001
Si 5.455 2.732 6.791 -0.011 0.002 0.002
Si 2.718 5.448 6.776 0.006 -0.004 0.003
Si 5.422 8.138 6.834 0.002 0.007 -0.003
Si 2.681 10.859 6.812 0.002 0.009 -0.007
Si 5.42 -2.728 6.813 -0.006 -0.005 0
Si 8.188 0.027 6.817 0.007 -0.003 0
Si -5.422 2.767 6.794 -0.008 0.006 -0.009
Si -8.149 5.407 6.8 0.008 -0.01 0
Si 10.865 8.126 6.791 -0.009 -0.006 -0.001
Si 8.151 10.839 6.826 -0.003 -0.009 -0.003
Si 10.91 -2.721 6.813 0.012 -0.001 0.002
Si -2.694 0.028 6.837 0.003 -0.008 -0.005
Si -0.022 2.72 6.766 0.005 0.009 -0.001
Si -2.735 5.443 6.754 -0.006 0.004 -0.006
Si -0.014 8.17 6.755 -0.006 -0.002 -0.008
Si -2.711 -5.442 6.801 -0.002 0.006 -0.001
Si 0.026 -2.709 6.847 0.004 -0.002 0.004
Si 1.343 1.368 8.144 0 -0.012 -0.005
Si 4.079 4.089 8.143 0.008 0.001 -0.003
Si 1.35 6.81 8.13 0.013 0.012 -0.015
Si 4.065 9.518 8.171 0.007 -0.006 -0.004
Si 1.36 -4.091 8.191 -0.009 -0.002 0.008
Si 4.069 -1.364 8.169 -0.013 -0.01 -0.003
Si 6.804 1.369 8.164 0.004 0.01 -0.005
Si -6.789 4.082 8.177 -0.001 -0.003 -0.002
Si 6.806 6.776 8.159 -0.011 0 -0.003
Si 9.517 9.485 8.17 -0.021 -0.006 0.001
Si 6.795 -4.089 8.164 0.009 0 -0.004
Si 9.543 -1.353 8.164 0.008 0.012 0.003
Si -4.077 1.386 8.163 0.006 -0.001 -0.005
Si -1.377 4.082 8.131 -0.01 -0.006 -0.008
Si -4.079 6.788 8.148 0.001 -0.001 -0.001
Si -1.354 -6.804 8.151 0.01 0.01 0.003
Si -4.067 -4.088 8.171 -0.007 -0.001 0
Si -1.342 -1.343 8.186 0.011 0.011 0.003
Si 0.008 0.016 9.539 0 -0.008 0.003
Si 2.714 2.724 9.498 -0.003 0.002 -0.004
Si -0.01 5.444 9.491 -0.001 -0.001 -0.003
Si 2.705 8.155 9.517 -0.002 0.009 0.007
Si -0.009 -5.449 9.528 0.008 0.004 0.005
Si 2.72 -2.722 9.537 0.015 -0.006 0.003
Si 5.441 -0.003 9.513 -0.007 -0.003 -0.008
Si -8.151 2.718 9.524 0.015 -0.002 0.002
Si 5.438 5.434 9.518 0.01 -0.006 -0.001
Si 8.156 8.141 9.53 0.008 -0.001 -0.001
Si 5.434 -5.443 9.528 -0.013 0.007 0.005
Si 8.168 -2.722 9.511 -0.013 0.005 0.001
Si -5.425 0.01 9.523 0 0.006 0.005
Si -2.716 2.733 9.526 -0.005 0 0.003
Si -5.432 5.443 9.528 -0.014 0.001 0
Si -2.722 8.156 9.505 -0.004 -0.001 -0.009
Si -5.441 -5.453 9.514 0.001 -0.006 -0.006
Si -2.712 -2.717 9.524 0.011 -0.002 -0.004
Si 1.357 -1.36 10.89 -0.001 0.004 0.002
Si 4.072 1.357 10.86 0.011 -0.005 -0.002
Si 1.349 4.082 10.86 0.013 -0.007 0.001
Si 4.076 6.799 10.872 0.005 0 -0.003
Si 1.354 9.518 10.883 -0.006 0.007 0
Si 4.083 -4.077 10.891 -0.01 0.016 0.004
Si 6.804 -1.363 10.874 0.002 0.006 0.004
Si -6.792 1.361 10.882 -0.017 -0.006 0.003
Si -9.514 4.081 10.873 -0.009 -0.006 -0.004
Si 9.53 6.8 10.887 -0.003 0 0.005
Si 6.801 9.515 10.882 0 -0.009 -0.001
Si 9.526 -4.084 10.877 0.007 -0.004 0
Si -4.07 -1.357 10.883 0.004 -0.002 -0.005
Si -1.362 1.369 10.893 0.005 0.001 0.003
Si -4.078 4.082 10.891 -0.002 0.008 0
Si -1.366 6.798 10.867 -0.002 0.007 -0.001
Si -4.08 9.513 10.874 0.003 0.002 0.005
Si -1.362 -4.083 10.883 0.003 -0.009 -0.001
Si 2.718 0.004 12.236 -0.001 -0.012 0.003
Si 5.447 2.707 12.209 -0.003 0.005 -0.002
Si 2.715 5.434 12.221 -0.003 0.004 0.004
Si 5.434 8.161 12.238 -0.007 0.004 0.006
Si 2.707 10.891 12.239 0.016 -0.008 0.001
Si 5.447 -2.717 12.246 -0.001 -0.008 -0.001
Si 8.172 -0.008 12.231 0.006 0.009 0.004
Si -5.439 2.719 12.248 0.002 -0.007 0.001
Si -8.157 5.444 12.233 0.008 -0.003 0.001
Si 10.891 8.158 12.249 -0.011 -0.002 -0.002
Si 8.173 10.872 12.242 -0.012 0.007 0.003
Si 10.892 -2.724 12.24 0.004 0.017 0.003
Si -2.716 -0.004 12.253 0.001 -0.005 0.005
Si -0.002 2.731 12.248 0 0.002 0.002
Si -2.723 5.448 12.246 -0.001 -0.005 0
Si -0.015 8.163 12.231 0.013 0.003 0.001
Si -2.728 -5.44 12.234 0 0.007 -0.008
Si -0.006 -2.726 12.245 -0.011 -0.009 0
Si 1.357 1.358 13.602 -0.001 0.005 0.007
Si 4.089 4.061 13.559 0.027 -0.026 -0.002
Si 1.349 6.799 13.572 0.003 0.002 0.007
Si 4.076 9.538 13.585 -0.025 0.016 -0.001
Si 1.342 -4.084 13.615 -0.004 0.008 -0.001
Si 4.07 -1.359 13.596 0.005 0.014 0.008
Si 6.811 1.359 13.575 -0.004 -0.007 -0.01
Si -6.799 4.093 13.595 -0.021 0.009 0.002
Si 6.808 6.805 13.592 -0.01 0 0.001
Si 9.538 9.517 13.611 0.018 -0.008 0.003
Si 6.819 -4.079 13.598 0.001 0.003 0.01
Si 9.537 -1.357 13.596 -0.007 -0.013 0.001
Si -4.086 1.349 13.609 -0.006 0.01 0.007
Si -1.373 4.087 13.607 -0.002 0.008 0.003
Si -4.072 6.806 13.622 0.009 0 0.003
Si -1.376 9.525 13.594 -0.005 0.001 0
Si -4.069 -4.081 13.609 0.005 -0.014 0.002
Si -1.364 -1.379 13.613 0.01 0 0.003
Si 0.002 -0.022 14.959 -0.001 0.002 0.005
Si 2.739 2.72 14.939 0.005 0.011 0.002
Si -0.014 5.464 14.948 0.011 -0.003 0.003
Si 2.695 8.181 14.915 0.013 0 -0.006
Si -0.042 -5.435 14.972 -0.01 -0.011 0.001
Si 2.705 -2.717 14.963 -0.005 -0.003 0.008
Si 5.447 0.006 14.928 0.01 -0.004 0.002
Si 8.165 2.723 14.938 0.006 -0.003 0.004
Si 5.453 5.411 14.915 -0.017 -0.003 0.001
Si 8.169 8.159 14.966 -0.007 0.002 0.008
Si 5.446 10.889 14.948 -0.001 -0.007 -0.003
Si 8.193 -2.724 14.953 0.008 0.002 -0.003
Si -5.434 -0.012 14.987 -0.002 -0.007 -0.005
Si -2.737 2.717 14.962 0.007 -0.001 -0.003
Si -5.446 5.447 14.97 -0.006 -0.004 0.004
Si -2.714 8.178 14.982 0 0.004 0.006
Si -5.411 -5.449 14.974 -0.004 0.003 0.007
Si -2.718 -2.734 14.996 0.002 0 0.008
O 1.708 0.597 24.716 -0.263 -0.495 -0.065
O -1.296 -4.114 23.317 -0.04 -0.526 0.336
O 6.048 -1.246 25.933 0.462 0.442 0.034
O -1.451 -7.072 23.92 0.131 0.349 -0.118
O -4.136 -3.593 -3.067 -0.173 -0.496 0.19
O 1.074 -7.206 23.141 0.216 0.06 0.453
O 1.454 4.541 23.156 0.45 0.074 0.145
O -0.768 -3.149 -5.408 0.153 0.185 -0.166
O 1.018 0.945 -3.292 0.056 0.072 -0.357
O 1.689 -0.642 -1.386 -0.195 0.184 -0.152
O 7.048 -6.227 22.861 0.25 -0.048 0.577
O -6.189 1.522 23.084 -0.096 -0.245 0.289
O -7.671 -1.598 -5.664 0.311 -0.28 -0.239
O -6.716 0.667 -4.643 0.19 -0.071 -0.069
O 4.351 0.03 24.253 0.24 0.471 0.186
O 8.128 0 22.297 -0.137 0.21 0.64
O 4.783 0.853 -0.943 0.016 -0.578 0.07
O -0.619 7.049 22.844 0.26 -0.25 0.183
O -5.208 2.816 25.206 -0.273 -0.453 0.293
O -4.221 3.345 22.882 0.523 -0.534 0.257
O -2.625 5.367 22.204 -0.149 -0.049 0.624
O -3.835 5.036 25.511 -0.089 0.073 -0.26
O 5.523 8.163 22.095 -0.05 0.014 0.613
O -4.583 4.169 -1.389 -0.515 0.162 -0.122
O 4.563 -4.374 -1.23 0.031 0.372 -0.3
O 3.576 0.351 -3.151 0.046 0.081 -0.396
O 7.943 2.442 -3.546 -0.166 -0.299 -0.285
O 1.719 -7.201 -1.262 -0.202 0.103 -0.238
O -1.801 0.764 22.821 -0.261 0.132 0.065
O -5.449 -1.661 -4.309 0.197 0.277 0.087
O 3.492 7.152 -1.211 0.097 -0.185 -0.436
O -5.708 2.686 -3.333 0.096 -0.402 0.397
O -2.775 0.398 25.194 -0.532 0.031 0.21
O 5.354 5.457 -0.463 -0.191 0.13 -0.423
O 5.436 -4.126 22.631 0.141 0.327 -0.132
O 2.854 -2.687 -0.335 0.048 0.04 -0.449
O -1.932 -3.818 -1.467 0.003 -0.196 -0.445
O -0.044 6.416 -0.694 0.478 0.14 0.227
O -2.751 2.763 26.297 0.198 0.402 -0.201
O 7.711 -3.582 -7.123 -0.133 0.247 -0.349
O -2.269 4.152 -7.264 -0.211 0.095 -0.084
O -7.029 3.089 -5.633 -0.446 0.116 -0.466
O -2.368 7.735 -1.02 -0.349 -0.16 -0.176
O 6.55 -6.095 -1.237 0.167 0.349 -0.201
O -7.836 0.785 -1.327 -0.008 0.531 -0.232
O -3.058 -3.335 25.013 -0.313 0.151 -0.264
O 0.239 7.681 25.222 0.403 0.24 0.319
O -5.564 8.121 22.203 -0.037 -0.098 0.535
O 0.321 -5.02 -6.799 -0.233 0.394 -0.278
O 1.508 6.749 -5.508 -0.26 -0.539 -0.101
O -0.505 -3.34 25.744 0.012 -0.174 -0.238
O 1.633 -3.948 -4.77 0.233 -0.298 0.113
O -1.933 -0.881 -5.926 0.086 -0.22 -0.572
O -6.455 6.819 -1.72 -0.195 0.036 -0.137
O 0.923 4.073 -1.309 -0.329 -0.338 -0.569
O -7.659 7.406 -6.861 -0.164 0.72 -0.164
O 1.576 -6.409 26.286 0.052 0.541 -0.618
O -4.133 -6.683 -1.434 -0.267 0.294 -0.382
O -5.117 7.872 -6.613 0.346 -0.126 0.308
O -3.373 7.455 24.487 -0.072 -0.378 -0.425
O -3.887 -6.544 23.218 -0.029 0.648 0.321
O 5.341 2.798 22.134 -0.176 0.252 0.388
O 1.741 3.122 25.371 0.324 -0.004 0.003
O 1.741 -7.217 -6.571 0.017 0.161 0.159
O -2.672 2.709 -0.427 0.064 -0.045 -0.327
O 6.515 -4.557 24.891 -0.531 -0.032 0.028
O 7.076 4.565 22.98 -0.284 0.3 0.354
O -4.209 7.51 -2.939 0.107 -0.259 -0.096
O -7.412 6.471 23.053 -0.075 0.361 0.477
O -0.422 -5.571 -4.333 0.234 -0.089 0.406
O -3.418 -2.926 -5.492 -0.068 -0.317 -0.492
O -0.023 2.647 22.174 -0.03 -0.14 0.278
O 3.347 -8.066 25.092 0.001 0.345 -0.411
O -0.9 1.16 -1.489 0.434 -0.462 -0.281
O -4.639 3.311 -6.515 -0.101 -0.248 0.711
O -7.874 -3.088 -0.209 0.155 -0.148 -0.113
O 2.986 -5.483 22.283 -0.083 -0.055 0.499
O -7.591 -5.224 25.975 -0.133 -0.151 -0.241
O 2.614 5.638 25.239 0.136 -0.054 0.412
O 5.107 -7.234 -6.018 -0.242 0.032 0.487
O 4.95 -4.636 -6.045 -0.184 0.205 -0.096
O 5.267 2.464 -2.998 -0.371 0.456 -0.355
O -1.323 6.63 -7.042 0.279 -0.15 -0.409
O -6.452 7.342 -4.416 -0.602 0.633 -0.007
O -1.442 -1.549 24.03 0.316 -0.079 -0.294
O 0.275 4.529 -6.948 0.312 0.111 0.161
O -1.529 0.712 -4.021 -0.439 -0.479 0.079
O -7.729 -1.16 -3.078 -0.075 -0.333 -0.041
O -3.854 -0.899 23.153 -0.483 0.008 0.539
O -2.087 -2.039 -3.428 0.401 0.315 0.236
O 2.288 -0.989 22.817 0.116 -0.299 0.185
O -5.771 -5.085 -0.309 0.111 -0.168 -0.13
O -3.582 -1.813 -1.218 0.413 0.057 -0.227
O 2.808 2.584 -0.358 -0.113 0.08 -0.545
O 6.227 -1.538 23.267 0.263 -0.308 0.187
O -5.661 -2.695 22.329 -0.079 -0.17 0.156
O 4.203 -6.815 -2.095 -0.012 -0.032 0.002
O -6.048 5.468 -6.294 0.384 0.127 -0.136
O 0.281 -2.613 22.035 -0.214 -0.23 0.276
O -6.683 4.021 23.304 0.019 -0.005 -0.394
O 2.71 -2.025 -6.264 0.092 -0.088 -0.03
O -0.609 2.985 -3.513 0.391 0.237 0.172
O -0.07 -5.423 -0.499 0.005 0.001 -0.321
O -1.741 -7.467 -5.657 -0.544 0.118 0.033
O 3.62 7.234 -7.05 -0.14 -0.054 -0.51
O 1.05 5.913 -3.091 0.467 -0.187 -0.458
O 8.114 -8.032 -0.51 0.085 0.081 -0.186
O -0.476 1.665 25.691 -0.185 -0.027 -0.089
O 3.97 6.478 23.223 -0.092 -0.394 0.141
O 5.065 6.375 25.706 0.313 -0.402 -0.139
O -5.509 -0.175 -0.503 0.076 0.016 -0.325
O 2.575 8.03 -3.491 0.261 0.278 -0.354
O 7.03 3.738 -1.483 0.294 -0.112 -0.181
O 3.084 1.533 22.705 -0.473 0.131 -0.006
O -1.867 6.551 26.435 -0.056 0.003 0.564
O 6.833 -1.339 -1.117 -0.286 -0.262 -0.366
O -7.125 -5.691 -6.683 -0.268 -0.503 0.344
O -2.256 -7.023 -3.147 -0.13 0.345 0.091
O -1.419 5.025 -4.966 0.162 0.588 0.004
O 2.051 -3.284 26.264 0.006 -0.669 -0.152
O 6.249 -1.398 -6.688 -0.104 -0.026 0.369
O -2.68 1.676 -6.248 -0.32 0.03 0.389
O -5.657 -4.138 -5.248 -0.174 -0.075 0.134
O 5.59 -5.088 -3.503 0.201 -0.166 -0.124
O 5.016 4.036 -6.23 -0.171 -0.179 0.507
O -1.382 5.091 -2.362 -0.635 -0.023 0.362
O -5.34 5.246 -3.56 0.108 -0.042 -0.778
O 7.322 5.238 -6.335 0.244 -0.518 0.229
O 4.024 -3.038 -4.207 0.034 0.066 0.062
O -3.228 3.625 -3.595 -0.04 -0.46 0.073
O 1.887 -1.509 -3.84 -0.396 0.039 -0.207
O 4.061 -2.429 24.767 -0.186 -0.231 -0.346
O -0.015 8.171 -3.83 -0.109 -0.124 0.049
O 0.098 5.105 25.472 -0.478 -0.396 0.02
O -0.163 1.069 -6.278 0.451 0.072 0.25
O -5.115 -4.631 25.957 -0.085 0.012 -0.544
O 6.636 -3.08 -4.755 0.22 -0.018 0.532
O 6.413 4.537 -3.963 0.18 0.308 0.203
O -4.477 -5.94 -6.81 0.486 0.074 0.366
O -8.039 -3.991 22.969 0.245 -0.185 0.478
O -8.106 5.033 25.236 -0.307 -0.136 0.104
O 5.342 6.519 -5.236 -0.208 0.169 0.494
O -3.281 -6.621 25.766 -0.419 0.138 0.147
O 6.314 0.183 -2.996 -0.014 0.065 -0.718

Results
total energy: -101655.843 eV
total energy less fixed offsets of O -438.25, Si -107.07 eV per atom: -2.643 eV
